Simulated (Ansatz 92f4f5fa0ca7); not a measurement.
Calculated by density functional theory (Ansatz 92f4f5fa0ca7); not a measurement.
Periodic cell of 254 atoms, Si144O106N4, from a study of silicon, its oxide and their interface. The atomic structure is a simulated model.
Doubt: the cutoff is far below the 930 eV that the study's wrapper takes by default for these files, so forces and energies are approximate.
This geometry differs little from another in the collection (a relaxation step or a small displacement).

Settings
functional: PBE
potential files: Ansatz PAW
basis: plane waves
wave-function cutoff: 580 eV
density cutoff ratio: 5
exchange-correlation grid ratio: 1
k mesh: 1 x 1 x 1, Gamma-centred
self-consistency stop: 5e-08 eV per atom in the density residual
occupations: fixed
spin: none
net charge: 0

Cell vectors (angstrom)
a	10.938	0	0
b	0	10.938	0
c	-0.5492	4.6506	35.5362

Atoms: element, x, y, z (angstrom)
Si	0.4989	3.7025	27.9657
Si	3.7738	5.9994	28.0255
Si	0.6216	9.0017	28.162
Si	4.0713	0.3458	28.0342
Si	-5.0017	3.6511	28.0181
Si	-1.5979	6.0665	27.9
Si	6.2358	8.9307	28.0285
Si	-1.5991	0.3023	28.1549
Si	2.1804	4.7312	29.3116
Si	4.9737	7.45	29.41
Si	2.2798	-0.7193	29.3106
Si	4.972	1.9986	29.447
Si	-3.2334	4.7527	29.1955
Si	-0.5215	7.4345	29.4829
Si	7.7287	10.1075	29.4401
Si	-0.5375	2.0384	29.3425
Si	0.8438	6.0318	30.758
Si	3.5462	8.7877	30.7414
Si	0.8551	0.6204	30.7025
Si	3.5022	3.3008	30.7322
Si	6.3306	6.0274	30.7092
Si	9.0154	8.739	30.8017
Si	6.3286	11.5121	30.7586
Si	-1.9596	3.3247	30.7059
Si	-0.5492	4.6506	32.1179
Si	2.1853	7.3851	32.1179
Si	-0.5492	10.1196	32.1179
Si	2.1853	1.9161	32.1179
Si	4.9198	4.6506	32.1179
Si	7.6543	7.3851	32.1179
Si	4.9198	10.1196	32.1179
Si	7.6543	1.9161	32.1179
Si	1.3673	-1.3673	3.418
Si	4.1018	1.3673	3.418
Si	1.3673	4.1018	3.418
Si	4.1018	-4.1018	3.418
Si	6.8362	-1.3673	3.418
Si	-1.3673	1.3673	3.418
Si	6.8362	4.1018	3.418
Si	-1.3673	6.8362	3.418
Si	2.8096	-0.0943	4.7889
Si	5.421	2.6778	4.8048
Si	2.753	5.4296	4.7047
Si	5.5505	-2.7889	4.7369
Si	-2.7693	-0.0067	4.8315
Si	-0.0818	2.7373	4.7687
Si	8.1564	5.5173	4.8204
Si	-0.0185	-2.7078	4.8736
Si	1.3298	1.289	5.9544
Si	3.9845	4.0091	6.08
Si	1.5219	-4.1253	6.0909
Si	4.2105	-1.6187	6.1915
Si	-4.2314	1.2637	6.2305
Si	-1.5235	4.0903	6.1748
Si	6.77	-4.1006	6.2666
Si	-1.5313	-1.419	6.3131
Si	0.0939	-0.0911	7.3668
Si	2.3004	2.8464	7.3801
Si	0.2423	-5.6927	7.2251
Si	3.4115	-3.5115	7.6314
Si	5.6791	-0.4398	7.6692
Si	-3.3966	3.0835	7.4549
Si	5.2752	5.3533	7.4481
Si	-3.006	-2.6295	7.8727
Si	0.8181	3.2834	33.4852
Si	3.5526	6.0179	33.4852
Si	0.8181	8.7524	33.4852
Si	3.5526	11.4869	33.4852
Si	6.2871	3.2834	33.4852
Si	-1.9164	6.0179	33.4852
Si	6.2871	8.7524	33.4852
Si	-1.9164	0.5489	33.4852
Si	2.1853	4.6506	34.8524
Si	4.9198	7.3851	34.8524
Si	2.1853	10.1196	34.8524
Si	4.9198	1.9161	34.8524
Si	-3.2837	4.6506	34.8524
Si	-0.5492	7.3851	34.8524
Si	-3.2837	-0.8184	34.8524
Si	-0.5492	1.9161	34.8524
Si	1.3673	1.3673	0.6835
Si	4.1018	4.1018	0.6835
Si	1.3673	6.8362	0.6835
Si	4.1018	-1.3673	0.6835
Si	6.8362	1.3673	0.6835
Si	-1.3673	4.1018	0.6835
Si	6.8362	-4.1018	0.6835
Si	-1.3673	-1.3673	0.6835
Si	0	0	2.0507
Si	2.7345	2.7345	2.0507
Si	0	5.469	2.0507
Si	2.7345	-2.7345	2.0507
Si	5.469	0	2.0507
Si	8.2035	2.7345	2.0507
Si	5.469	5.469	2.0507
Si	8.2035	-2.7345	2.0507
Si	6.6682	-4.1117	12.9949
Si	0.6188	-6.2408	19.2865
Si	1.7261	-1.7618	9.2377
Si	-3.4978	1.0297	21.1505
Si	1.633	5.6449	23.4798
Si	4.0723	1.3481	12.8857
Si	6.982	-9.5081	15.4243
Si	1.9742	3.0941	25.2476
Si	0.0466	-5.2707	12.5837
Si	3.4602	-1.5057	23.6634
Si	1.3585	1.1455	9.6954
Si	13.8639	-3.9818	12.9854
Si	4.3812	6.5933	22.4238
Si	5.9533	7.8003	20.4614
Si	2.2586	0.9302	15.3135
Si	-2.0744	-0.1243	17.0879
Si	14.863	-11.0285	10.2813
Si	1.9659	-3.7414	17.862
Si	-1.1013	12.9023	22.9469
Si	4.5985	-1.6493	12.6916
Si	-0.289	2.8204	11.6498
Si	7.9162	-2.5435	18.2158
Si	1.383	10.9622	19.4171
Si	8.0372	-8.376	12.9281
Si	2.5404	2.6118	20.4452
Si	-2.7499	8.1036	25.6668
Si	4.8394	0.158	16.971
Si	8.6306	-4.3858	10.5244
Si	0.564	-4.429	9.958
Si	-1.5384	4.5413	14.7989
Si	8.1275	3.5919	10.2183
Si	-1.4156	-0.6912	19.7011
Si	3.6234	-5.2804	10.2533
Si	5.5631	-6.9969	11.9963
Si	3.8131	-1.6344	19.1496
Si	-6.2589	13.2349	25.7484
Si	3.0678	5.3503	15.7009
Si	0.7093	3.4708	16.3509
Si	8.6135	0.1831	25.2589
Si	5.8503	-10.4618	23.7054
Si	-3.3735	-4.6293	15.9917
Si	-0.9467	4.9679	21.9788
Si	5.6311	4.0737	16.6837
Si	7.3333	6.7266	22.8606
Si	1.7861	12.0171	22.9797
Si	5.4614	2.3806	19.1623
Si	0.697	-1.1956	16.5671
Si	2.2245	7.6696	25.7861
O	0.8637	-9.1049	11.0883
O	-0.8398	-5.1869	13.9386
O	1.1953	4.0057	7.7723
O	3.1025	-2.5715	8.9464
O	6.8314	-1.4581	8.324
O	-0.5428	4.8787	27.368
O	6.2275	-10.3354	22.1388
O	7.9239	2.5634	8.9676
O	2.9464	8.9739	25.14
O	0.3506	5.8579	22.4808
O	5.0473	9.1368	20.2133
O	2.8683	-2.9423	18.9558
O	4.7414	-0.1254	13.329
O	6.8422	8.423	26.5585
O	4.5285	-6.606	10.743
N	-0.6923	-4.6986	11.1275
O	-2.4309	-3.2586	9.312
O	4.824	0.2049	8.9415
O	8.2609	-7.0493	13.8481
O	-0.3978	-0.7331	27.6271
O	4.9673	4.937	27.5897
O	5.1135	10.0698	27.6052
O	7.7695	-3.8937	11.8173
O	-1.446	0.4336	18.4934
O	-1.9188	7.0001	26.562
O	3.2115	-2.3789	13.2342
O	2.6052	2.1082	22.0051
O	0.12	10.3212	20.2764
O	0.3633	3.7818	17.9305
O	3.5707	0.7844	16.2237
O	3.2617	6.7106	26.6141
O	6.411	2.8893	15.8727
O	0.9985	-1.4251	7.8136
O	-0.8889	3.5919	22.8878
O	-2.3693	1.8447	21.9574
O	7.9281	5.1921	9.9117
O	0.2344	12.0958	22.4549
O	0.4468	-6.873	12.4266
O	3.7861	8.09	22.7824
O	2.3843	-0.4579	22.9739
O	13.9829	-4.4936	16.9007
O	-0.5934	3.3776	15.3828
N	2.2219	-0.3193	10.0053
O	5.9937	0.1966	15.8175
O	2.4418	2.0932	8.8739
O	7.5832	-1.0622	17.571
O	1.8801	-6.8508	20.1682
O	5.9135	-5.5672	12.7611
O	1.9565	-5.3288	10.0658
O	-6.5154	-1.2653	17.6608
N	4.2408	-4.8374	8.6519
O	-5.1405	6.1291	23.193
O	-7.8305	5.6078	22.7199
O	-0.919	-1.0263	16.3484
O	6.783	-3.3354	19.0786
O	-1.42	1.2364	24.3832
O	6.3231	4.1373	7.8969
O	1.1084	2.9777	26.6148
O	1.0768	-2.7557	16.8814
O	2.704	1.43	13.8039
O	3.5389	3.454	25.5637
O	8.7321	-5.746	16.1036
O	-1.938	9.5097	25.3378
O	7.257	-9.5055	13.8065
O	9.2429	-2.23	19.155
O	8.4003	1.1224	16.1721
O	3.9033	1.2272	11.2614
O	4.8821	10.1461	23.8757
O	1.2007	10.6018	17.8534
O	0.0027	0.7912	8.8103
O	3.8885	1.0987	26.5643
O	2.8545	-0.5265	19.8686
O	6.0058	2.8384	26.5468
O	8.1421	-3.4539	16.9161
O	4.557	-1.3748	11.0724
O	5.2877	1.0998	18.201
O	5.6983	3.7223	18.2727
O	1.0788	8.1943	26.7999
O	1.5213	12.5636	19.6294
O	1.4212	4.2471	24.2613
O	1.3933	2.0286	16.1293
O	4.0993	2.6092	20.0067
O	-0.6748	4.7516	20.3476
O	-1.2016	3.4459	10.4725
O	3.4271	-4.8748	14.268
O	-6.0669	-4.3294	20.8433
O	3.7234	-4.2997	11.5809
O	6.7825	2.0435	20.0623
O	4.1196	4.1588	16.0704
O	-3.0792	7.3992	24.2356
O	1.5562	6.855	24.5552
O	11.7614	-2.8112	10.0906
O	8.2326	-0.3172	20.6432
O	1.8541	1.648	24.5008
O	1.5946	-6.273	15.669
O	-0.18	-4.8118	8.5599
O	9.5365	1.9903	12.5461
O	5.1219	1.8238	24.2481
O	7.1388	0.2023	24.6205
N	7.1046	-7.7865	11.5622
O	1.454	-0.5088	15.2728
O	4.8412	2.822	13.0045
O	5.771	-2.7357	13.0131
O	1.345	-4.3097	12.7903
O	-2.3387	0.803	26.7617
O	7.364	-4.1179	14.4648
O	-2.4126	5.7061	22.2976
O	6.2097	-5.3513	16.5092
O	7.0368	7.8697	21.6996
O	1.0022	6.1873	18.7177

Results
free energy: -153368.645 eV
free energy less fixed offsets of N -385.13, O -568.88, Si -635.61 eV per atom: 0.995 eV

Forces (eV/angstrom), in the order of the atoms: element, x, y, z
Si	0.0936	0.0007	-0.3086
Si	0.1088	-0.0516	-0.1401
Si	0.1613	0.2412	-0.3884
Si	-0.0945	-0.0286	-0.3542
Si	-0.0304	0.0061	-0.3061
Si	0.0998	-0.1827	-0.1041
Si	-0.1061	0.1936	-0.3278
Si	0.1447	0.0814	-0.3011
Si	0.0291	0.0268	-0.2279
Si	0.0146	0.1003	-0.1517
Si	0.181	-0.0261	-0.1882
Si	0.091	0.021	0.0113
Si	0.0681	0.0202	-0.1984
Si	0.0311	0.054	-0.1822
Si	-0.0428	0.0681	-0.1895
Si	0.011	-0.0594	-0.0416
Si	0.022	-0.0509	0.176
Si	-0.0077	0.0125	-0.0244
Si	-0.1418	-0.1422	-0.0355
Si	-0.0651	0.0293	0.1151
Si	-0.1184	-0.1363	0.0317
Si	-0.0429	-0.0582	0.2461
Si	-0.0516	-0.0789	0.1034
Si	-0.0653	0.0914	-0.0663
Si	-0.0743	0.027	-0.2316
Si	0.1457	0.1746	0.0547
Si	0.2998	0.3042	-0.2468
Si	-0.0325	0.1993	0.1608
Si	0.0577	0.0622	-0.4104
Si	-0.0614	-0.1929	0.2685
Si	0.0861	0.1765	-0.0817
Si	0.1778	0.2579	0.087
Si	-0.1388	-0.1311	0.2631
Si	0.0515	-0.4099	-0.1554
Si	-0.502	-0.1292	-0.2862
Si	0.3787	-0.208	-0.3625
Si	0.2038	0.1382	-0.2236
Si	-0.3337	-0.2707	-0.0611
Si	-0.2118	-0.0322	0.3831
Si	0.0386	0.158	0.4309
Si	0.0819	-0.2193	0.0897
Si	0.2185	-0.0354	-0.1895
Si	-0.0334	0.0903	-0.1453
Si	-0.0005	0.0522	0.0371
Si	0.0288	0.0353	0.0517
Si	0.004	0.1952	-0.0688
Si	0.044	-0.0399	-0.1679
Si	0.1317	0.0387	-0.0267
Si	-0.0652	-0.0078	-0.0051
Si	-0.2688	-0.0995	0.3183
Si	0.0233	-0.0907	0.3878
Si	0.158	-0.032	0.2688
Si	-0.1473	-0.0859	0.0766
Si	-0.1904	-0.0799	0.1962
Si	0.0629	-0.0215	0.3723
Si	0.0112	0.0058	0.0911
Si	0.0501	-0.0325	0.4049
Si	-0.118	-0.0952	0.452
Si	-0.0536	-0.1722	0.2328
Si	-0.2802	0.1142	-0.0068
Si	-0.3433	0.2205	0.0551
Si	0.2164	-0.0296	0.0079
Si	0.5347	-0.5807	-0.2325
Si	-0.0294	-0.122	-0.0731
Si	-0.0228	-0.0845	-0.0263
Si	0.0818	0.094	-0.0277
Si	0.0738	0.0546	-0.0296
Si	0.0966	0.0321	-0.0215
Si	-0.0247	-0.0483	-0.0214
Si	-0.0023	0.0281	-0.0028
Si	-0.0298	-0.0164	-0.021
Si	0.136	0.1013	-0.0195
Si	-0.041	-0.0143	-0.0414
Si	-0.0329	-0.0154	-0.0095
Si	-0.0573	-0.0448	-0.0133
Si	-0.037	0.0063	0.0062
Si	0.0402	0.0336	-0.0161
Si	-0.0251	-0.004	-0.0214
Si	-0.0116	-0.0164	-0.0447
Si	0.0201	0.0401	-0.0004
Si	0.0255	0.0427	-0.003
Si	0.0808	0.0241	0.0256
Si	0.0086	0.0104	0.0113
Si	0.0231	0.0278	0.0339
Si	-0.0288	0.0178	-0.0007
Si	0.0098	0.0414	0.0196
Si	0.0298	-0.063	0.0273
Si	-0.0051	-0.0955	0.012
Si	-0.0036	0.0357	0.0323
Si	-0.2106	-0.1487	0.0381
Si	0.0122	-0.0781	0.0247
Si	-0.0854	-0.0833	0.028
Si	-0.0241	0.014	-0.0232
Si	-0.0622	-0.0769	0.0319
Si	-0.0972	-0.012	-0.0425
Si	0.1094	0.1611	-0.0067
Si	-0.0977	-0.0052	-0.018
Si	0.0078	-0.0834	0.1818
Si	0.0465	0.0744	0.3068
Si	-0.0337	0.0089	0.2679
Si	0.0391	0.0071	-0.1907
Si	0.0025	-0.1058	-0.0869
Si	0.0297	0.0328	-0.1476
Si	0.1085	0.0014	-0.2914
Si	-0.1421	0.0407	0.081
Si	0.0135	-0.0675	-0.1579
Si	0.0382	0.1789	0.1166
Si	-0.1191	0.0594	-0.0281
Si	-0.0573	-0.0412	0.1192
Si	-0.0261	-0.0822	0.1802
Si	0.0348	-0.0439	-0.1638
Si	0.0582	0.0531	0.0153
Si	-0.0463	-0.0484	0.1384
Si	0.0566	-0.0129	-0.0189
Si	0.0223	0.0187	-0.0534
Si	-0.0745	0.0528	-0.1051
Si	0.0589	-0.0635	0.1428
Si	-0.0424	-0.0081	0.0509
Si	0.0276	-0.0226	0.0179
Si	0.0172	-0.0421	-0.0314
Si	-0.0499	-0.0519	0.1961
Si	-0.0456	-0.0277	-0.0187
Si	-0.0477	0.0481	0.0355
Si	-0.0121	-0.0743	0.2114
Si	0.0112	0.0789	0.2092
Si	0.0794	0.0805	-0.193
Si	0.1101	0.0546	0.2866
Si	-0.0598	0.0891	0.1381
Si	-0.1357	0.1198	0.215
Si	0.1016	0.0015	0.0135
Si	0.0068	0.0324	0.1303
Si	-0.119	-0.0857	-0.2239
Si	-0.0451	0.0047	-0.1164
Si	-0.0295	0.0653	-0.0982
Si	-0.059	0.0694	-0.2938
Si	-0.009	-0.1115	-0.0712
Si	0.0412	-0.1239	-0.1597
Si	0.0038	0.117	0.1958
Si	0.0241	0.0182	-0.1015
Si	-0.1285	-0.1388	-0.1406
Si	0.0013	-0.0151	-0.0417
Si	-0.0554	-0.0615	0.0989
Si	0.038	0.1252	-0.028
Si	0.0033	0.0225	-0.03
O	0.0192	0.0165	-0.1253
O	-0.064	-0.0734	0.1062
O	-0.0839	0.2047	-0.4101
O	-0.0486	0.0904	-0.0362
O	-0.1373	0.1402	-0.3729
O	0.0557	-0.1151	0.5345
O	0.0101	-0.0187	-0.0829
O	-0.0036	0.0459	-0.0935
O	0.02	0.0216	0.1335
O	-0.0006	-0.038	0.0448
O	-0.0429	0.0056	-0.102
O	-0.0257	-0.0368	-0.0146
O	0.0169	0.0453	0.0705
O	-0.0846	0.0097	0.3434
O	-0.139	0.1336	-0.1656
N	0.1312	0.061	-0.1709
O	-0.049	0.096	-0.3053
O	0.1591	-0.1251	-0.1615
O	0.0266	-0.0032	0.0492
O	-0.1982	-0.0555	0.5646
O	-0.0611	-0.1996	0.4019
O	-0.1172	0.1026	0.3892
O	-0.0064	-0.0084	-0.0582
O	0.002	-0.0166	-0.0572
O	0.0143	-0.1083	0.1622
O	0.072	-0.0613	-0.0399
O	-0.0065	0.0356	-0.0734
O	-0.038	-0.0359	-0.0695
O	-0.0384	-0.0029	-0.0006
O	0.0715	-0.008	0.1126
O	0.0172	-0.1143	0.2684
O	0.012	-0.004	0.0438
O	0.1366	-0.0759	-0.0704
O	0.0069	-0.0896	-0.0283
O	0.0343	0.0001	-0.0411
O	-0.0842	0.0179	-0.1297
O	-0.0357	-0.0106	-0.0166
O	-0.0228	-0.057	-0.0273
O	0.0583	-0.0004	-0.0199
O	-0.0276	0.0568	0.0164
O	0.0223	0.0156	0.0439
O	0.075	-0.0506	0.098
N	-0.0547	-0.0888	-0.2263
O	-0.0327	-0.0598	-0.0054
O	-0.044	0.1943	-0.2577
O	0.0013	-0.0251	-0.0448
O	-0.0106	0.0154	-0.0824
O	-0.0266	-0.0083	0.0034
O	0.0673	-0.0317	0.0592
O	0.0308	0.02	-0.0793
N	0.1056	0.2959	-0.6158
O	0.036	0.08	-0.0468
O	-0.0321	-0.0189	0.0415
O	0.0066	-0.0089	-0.0482
O	0.0536	0.0555	-0.1288
O	0.0112	-0.0591	0.1056
O	0.1651	0.1587	-0.239
O	-0.0914	0.0758	0.2806
O	-0.0406	0.0104	-0.0249
O	-0.0004	0.0001	0.0702
O	0.0378	0.0005	0.0559
O	-0.035	0.0395	0.1067
O	0.0406	-0.1312	-0.0086
O	-0.0429	-0.0154	0.1623
O	0.0135	-0.0111	-0.0048
O	0.0091	-0.059	0.0779
O	0.0278	-0.0033	-0.0073
O	0.0658	0.0379	0.0729
O	-0.0317	0.0157	0.0083
O	-0.0589	-0.1928	-0.4084
O	-0.0082	-0.0309	0.193
O	-0.0178	-0.0167	-0.053
O	0.108	0.1302	0.2838
O	0.058	0.0517	0.0744
O	0.0201	-0.0159	-0.0006
O	0.0043	-0.0431	-0.0186
O	0.024	0.0611	0.0163
O	-0.1216	0.0154	0.2489
O	-0.0536	-0.0618	-0.1209
O	-0.0006	-0.071	0.1631
O	-0.0554	0.0375	0.0467
O	0.0773	0.039	-0.0622
O	0.0494	-0.0208	-0.1898
O	-0.0624	0.0527	-0.1512
O	0.0222	-0.068	0.1107
O	0.0626	0.0672	-0.0924
O	0.0786	-0.0829	-0.1562
O	-0.0251	0.0621	-0.1402
O	0.0379	-0.0221	0.0324
O	0.0572	0.1749	0.2396
O	-0.0149	0.0848	0.1771
O	-0.0104	0.0645	-0.1365
O	0.0948	-0.0426	-0.0629
O	0.009	0.0054	0.1685
O	0.0294	-0.0233	0.0411
O	-0.0678	-0.0537	-0.2443
O	0.0158	0.018	-0.0175
O	-0.0958	0.1647	0.2404
O	-0.0007	-0.0341	0.1014
N	0.0881	0.0112	0.0006
O	-0.0926	-0.0561	0.1137
O	-0.0186	0.0019	0.0115
O	0.0016	0.0298	0.02
O	0.1109	-0.0042	-0.0166
O	0.0528	0.0451	0.3376
O	-0.0054	0.033	0.0371
O	0.0293	-0.0097	-0.06
O	-0.078	-0.0184	0.0798
O	0.0041	0.0408	-0.028
O	-0.0286	0.0391	-0.0093

The program warned: the cutoff lies below the one the program advises for these potential files; the exchange-correlation potential is rough where the density is thin.
